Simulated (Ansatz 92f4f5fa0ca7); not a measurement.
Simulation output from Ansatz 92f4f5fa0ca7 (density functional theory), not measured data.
Periodic cell of 297 atoms, Si195O102, from a study of silicon, its oxide and their interface. The atomic structure is a simulated model.
Doubt: the cutoff is far below the 930 eV that the study's wrapper takes by default for these files, so forces and energies are approximate.
This geometry differs little from another in the collection (a relaxation step or a small displacement).

Settings
functional: PBE
potential files: Ansatz PAW
basis: plane waves
wave-function cutoff: 580 eV
density cutoff ratio: 5
exchange-correlation grid ratio: 1
k mesh: 1 x 1 x 1, Gamma-centred
self-consistency stop: 5e-08 eV per atom in the density residual
occupations: fixed
spin: none
net charge: 0

Cell vectors (angstrom)
a	11.6015	0	0
b	0	10.938	0
c	0	0	41.2606

Atoms and the computed forces on them: element, x, y, z (angstrom), force x, y, z (eV/angstrom)
Si	0	0	0.9665	-0.0146	0.0651	0.0053
Si	3.8672	0	0.9665	0.006	0.0733	0.0014
Si	7.7343	0	0.9665	0.0182	0.0612	-0.026
Si	1.9336	1.3673	0.9665	0.0056	-0.0876	0.013
Si	5.8008	1.3673	0.9665	-0.011	-0.0339	0.0284
Si	9.6679	1.3673	0.9665	-0.0049	0.0259	0.0051
Si	0	5.469	0.9665	-0.0118	-0.0255	0.0049
Si	3.8672	5.469	0.9665	0.0107	0.0327	-0.0095
Si	7.7343	5.469	0.9665	-0.0067	0.0288	0.0059
Si	1.9336	6.8362	0.9665	-0.0002	-0.125	-0.0149
Si	5.8008	6.8362	0.9665	-0.0114	-0.018	-0.0164
Si	9.6679	6.8362	0.9665	0.0241	-0.0102	0.0161
Si	1.9336	2.7345	40.2936	0.0596	0.1171	-0.0453
Si	5.8008	2.7345	40.2936	-0.0055	0.0039	0.0411
Si	9.6679	2.7345	40.2936	0.0252	-0.0461	0.075
Si	0	4.1018	40.2936	-0.0292	0.0234	0.0146
Si	3.8672	4.1018	40.2936	0.0075	-0.0224	0.0283
Si	7.7343	4.1018	40.2936	0.0492	-0.0259	0.0068
Si	1.9336	8.2035	40.2936	0.0162	0.1664	-0.0619
Si	5.8008	8.2035	40.2936	0.0251	0.0567	-0.0387
Si	9.6679	8.2035	40.2936	0.0175	-0.049	0.0673
Si	0	9.5708	40.2936	0.0255	-0.0716	-0.0349
Si	3.8672	9.5708	40.2936	0.0679	-0.0609	0.0039
Si	7.7343	9.5708	40.2936	0.034	-0.1431	-0.0826
Si	0	0	4.8337	0.0517	-0.0632	0.241
Si	3.8672	0	4.8337	-0.2214	0.0562	0.1787
Si	7.7343	0	4.8337	-0.11	0.3433	-0.4897
Si	1.9336	1.3673	4.8337	-0.0315	-0.157	0.113
Si	5.8008	1.3673	4.8337	0.0379	-0.103	0.2837
Si	9.6679	1.3673	4.8337	-0.1794	-0.0463	-0.1982
Si	0	5.469	4.8337	0.1336	0.1937	-0.3509
Si	3.8672	5.469	4.8337	-0.1417	-0.1783	0.1205
Si	7.7343	5.469	4.8337	-0.1369	-0.0059	0.1391
Si	1.9336	6.8362	4.8337	-0.0177	-0.038	0.2527
Si	5.8008	6.8362	4.8337	0.0584	0.1456	-0.0746
Si	9.6679	6.8362	4.8337	-0.1785	-0.1066	0.0542
Si	1.9336	2.7345	2.9001	-0.0502	0.1427	0.087
Si	5.8008	2.7345	2.9001	-0.0754	0.1035	0.0634
Si	9.6679	2.7345	2.9001	0.0278	-0.0145	-0.0079
Si	0	4.1018	2.9001	-0.0296	0.0477	-0.0796
Si	3.8672	4.1018	2.9001	0.0234	0.0118	-0.0646
Si	7.7343	4.1018	2.9001	-0.0183	-0.0696	0.0364
Si	1.9336	8.2035	2.9001	0.0097	0.1322	0.0487
Si	5.8008	8.2035	2.9001	-0.0318	-0.0444	-0.0707
Si	9.6679	8.2035	2.9001	-0.0243	0.0126	-0.0403
Si	0	9.5708	2.9001	-0.0441	-0.0848	0.0297
Si	3.8672	9.5708	2.9001	-0.0046	-0.09	0.0219
Si	7.7343	9.5708	2.9001	-0.0219	-0.0537	0.0305
Si	-3.6492	-2.1851	22.9077	0.0044	0.0069	0.0067
Si	-0.3483	3.8625	32.7938	-0.0116	0.0147	-0.0024
Si	3.2922	5.2487	24.6381	-0.0042	-0.0019	0.0051
Si	-2.6928	3.5288	33.1922	-0.0336	0.017	-0.0268
Si	2.0228	-3.9515	32.0012	-0.0073	-0.004	0.0199
Si	12.0407	0.5955	30.9378	-0.0542	0.0023	-0.1057
Si	3.3936	3.1532	22.1482	0.0011	-0.0043	-0.0013
Si	0.8584	5.0736	31.0804	0.0171	0.0092	0.0179
Si	5.8621	6.4021	26.2172	0.0052	0.0262	0.0017
Si	-2.4509	10.8782	30.0379	0.0104	0.0183	0.0298
Si	4.7169	9.7202	32.2986	-0.0071	-0.004	-0.0074
Si	10.3307	8.9043	33.1353	-0.0043	0.0013	-0.0095
Si	-3.2893	5.5132	29.2409	0.0099	-0.0178	-0.0404
Si	10.6395	2.6289	24.0877	-0.0095	-0.0062	0.0082
Si	11.2264	6.7845	29.8294	-0.024	-0.0069	-0.0311
Si	0.2643	8.4591	31.428	0.0648	-0.0262	0.0057
Si	7.5035	8.2291	25.8094	0.002	0.0152	0.0088
Si	12.2239	1.5943	33.0465	-0.0965	0.0621	-0.0023
Si	6.1725	6.5608	31.1081	-0.0214	-0.0509	0.0441
Si	4.8688	12.8215	31.3438	-0.0182	0.0119	-0.0083
Si	8.3817	9.8565	32.2603	0.0153	-0.0179	0.0021
Si	-4.2738	14.6647	31.4446	0.0388	-0.0155	0.0604
Si	4.0582	7.7119	30.9482	0.0045	-0.0103	-0.0027
Si	7.6987	12.2188	27.7338	-0.0008	-0.0137	-0.0004
Si	-0.5409	-0.0442	34.3525	0.0015	-0.0854	0.0543
Si	3.9572	-0.2384	34.4207	-0.0126	0.0027	-0.0106
Si	7.6113	0.1289	34.2926	0.0816	-0.0763	-0.0307
Si	2.5613	1.6722	34.2833	0.0164	0.0032	0.0701
Si	5.6569	1.4126	34.5546	-0.062	0.0434	0.0218
Si	9.3262	1.5865	34.6095	0.0952	0.0531	-0.0499
Si	0.1663	5.3881	34.554	0.0058	-0.0096	-0.0013
Si	4.2091	5.2187	34.3833	0.0117	-0.0061	0.0026
Si	8.1445	5.4264	34.5188	-0.0118	0.0075	-0.0124
Si	2.205	6.5541	34.3297	-0.0055	0.0021	-0.0399
Si	6.1352	6.7388	34.4183	0.0169	-0.0384	-0.0255
Si	9.9776	6.9628	34.5795	0.0142	0.0049	-0.0057
Si	2.077	2.712	36.4021	-0.0031	-0.0141	-0.0259
Si	5.8976	2.735	36.4881	-0.0035	-0.0083	0.0055
Si	9.7339	2.7931	36.5448	0.0132	0.0068	0.0034
Si	0.1161	4.0609	36.4698	-0.0115	0.005	-0.0108
Si	3.9962	4.1098	36.472	0.004	-0.0039	-0.0096
Si	7.8379	4.1389	36.4776	-0.0008	0.0028	0.0087
Si	1.9876	8.1125	36.275	-0.0019	-0.0001	0.0078
Si	5.9018	8.1219	36.3707	0.0048	0.024	0.0016
Si	9.7421	8.292	36.4819	0.0023	0.0079	-0.007
Si	0.0767	9.6638	36.3548	-0.0012	0.012	-0.0161
Si	3.9193	9.4522	36.4037	-0.0063	-0.0086	-0.001
Si	7.7544	9.6191	36.305	-0.0208	-0.0193	0.0023
Si	0	0	38.36	0.224	0.0789	-0.0986
Si	3.8672	0	38.36	0.0197	-0.2433	-0.3914
Si	7.7343	0	38.36	-0.0775	-0.0162	-0.4479
Si	1.9336	1.3673	38.36	0.1201	-0.1266	-0.1357
Si	5.8008	1.3673	38.36	0.241	-0.1529	0.3596
Si	9.6679	1.3673	38.36	0.0267	-0.2608	0.3883
Si	0	5.469	38.36	0.2257	-0.045	0.1578
Si	3.8672	5.469	38.36	0.0951	0.2736	0.1515
Si	7.7343	5.469	38.36	-0.1165	0.2592	0.4423
Si	1.9336	6.8362	38.36	-0.1388	0.0017	-0.4807
Si	5.8008	6.8362	38.36	0.1432	-0.034	0.0265
Si	9.6679	6.8362	38.36	-0.0101	0.1516	0.0503
Si	1.8382	2.6233	6.8526	-0.0064	0.0072	0.0012
Si	5.737	2.6839	6.8412	-0.0006	0.006	-0.0041
Si	9.5987	2.7808	6.7066	-0.0021	0.0064	-0.0067
Si	-0.0568	4.0708	6.6827	-0.0073	-0.0017	0.0048
Si	3.7923	4.0165	6.7442	0.0076	0.0005	0.0087
Si	7.6399	4.1105	6.7971	0.0017	-0.0093	0.0033
Si	1.8731	8.1318	6.8556	-0.0008	0.0011	0.0063
Si	5.745	8.2944	6.7051	-0.0055	0.006	0.0043
Si	9.5745	8.2674	6.7099	0.0056	0.0065	-0.0028
Si	-0.0481	9.5206	6.7837	-0.0005	-0.004	-0.0062
Si	3.7885	9.5788	6.8018	-0.0016	-0.0084	0.0002
Si	7.6899	9.7114	6.7832	0.0029	0.0008	-0.0131
Si	-0.199	-0.1553	8.7694	-0.0019	-0.0073	-0.002
Si	3.8235	-0.0826	8.8432	0.0011	0.0005	-0.0032
Si	7.7536	0.201	8.7374	0.0043	0.0048	0.0021
Si	1.8059	1.1507	8.8286	0.0007	-0.0059	0.0044
Si	5.7245	1.4288	8.9294	-0.0058	0.0044	0.0112
Si	9.7902	1.5409	8.6698	-0.0051	-0.001	-0.0034
Si	0.1019	5.096	8.7489	-0.0235	0.0196	-0.0098
Si	3.7872	5.3798	8.6441	-0.0043	0.0091	0.0051
Si	7.433	5.5681	8.6697	-0.0114	0.0144	0.0017
Si	1.8983	6.6607	8.7918	0.0055	-0.0134	0.0012
Si	5.5701	6.9144	8.5755	0.01	-0.0152	-0.0116
Si	8.8885	7.3879	8.7556	-0.0044	0.002	0.0091
Si	0.1671	-1.908	14.7255	-0.0049	-0.0022	-0.0066
Si	10.9651	3.203	10.0582	0.0191	0.0025	-0.0083
Si	6.1782	2.1383	13.0552	-0.0007	0.0176	-0.0374
Si	-1.4193	6.9356	13.5091	-0.0084	0.0297	-0.0157
Si	7.5138	1.2269	16.5938	0.0008	0.0032	0.0024
Si	2.1622	7.6237	10.995	-0.0049	-0.0103	-0.0021
Si	2.2542	3.6338	17.1854	0.0091	-0.0089	0.0112
Si	3.5121	4.0546	10.6053	-0.0152	0.0096	0.0028
Si	11.4094	7.773	11.5533	-0.002	-0.0097	0.0013
Si	-3.9429	10.6993	13.8639	0.0067	-0.0084	-0.0119
Si	1.1653	4.1296	14.1723	0.0393	0.0619	0.0419
Si	3.2264	5.7724	12.1931	0.0092	-0.0063	-0.0207
Si	-1.0158	-0.0075	12.782	-0.0002	-0.0104	-0.0178
Si	3.8376	-1.4631	10.8131	0.005	0.0066	0.0057
Si	5.8282	-2.7538	10.5442	0.001	0.0024	0.0123
Si	1.5865	2.5775	10.6874	0.0162	-0.0145	0.0187
Si	7.174	4.7634	10.8945	-0.0072	0.0143	0.009
Si	10.3332	-1.1905	10.7407	-0.0062	0.0018	-0.0023
Si	-3.2041	3.62	14.9723	-0.0006	0.0032	-0.0211
Si	9.527	4.4784	11.4672	-0.0047	0.0244	-0.0184
Si	5.3493	7.438	16.1313	0.0038	-0.006	-0.012
Si	-1.278	4.5896	13.7226	-0.0137	-0.0201	-0.0084
Si	10.3295	6.2905	10.1497	0.0007	-0.0098	0.0002
Si	5.9731	5.4276	18.5189	-0.0032	0.015	-0.0109
O	17.9754	8.341	22.7306	-0.005	-0.0048	-0.0084
O	-7.7552	-7.3416	16.7402	-0.0017	0	-0.0044
O	13.8493	27.0849	13.4679	-0.0178	-0.0171	0.0044
O	40.2537	19.8609	16.7791	0	0.0067	0.0052
O	15.6575	32.2149	26.3068	-0.0009	-0.0011	-0.006
O	-9.9051	2.1498	17.6561	0.0041	0.0094	-0.0066
O	8.7737	30.4713	26.8248	-0.0057	-0.0096	-0.0072
O	16.0134	13.4275	18.9315	0.0009	-0.0019	0.0029
O	-21.5332	-11.6728	21.9575	-0.0019	-0.005	-0.0004
O	10.4267	-10.1233	30.6089	0.0717	-0.0171	0.0119
O	-7.6675	-10.163	24.1315	-0.0011	0.0014	-0.0052
O	-28.5053	15.954	31.7362	-0.0055	-0.0012	0.0015
O	-15.5856	-16.3451	18.5291	0.002	0.0012	0.006
O	-17.0399	0.7744	27.4247	-0.0004	0.0043	-0.002
O	4.713	16.9623	25.0512	0.0036	-0.0052	-0.0007
O	19.9079	-11.5173	22.9501	-0.0003	-0.0053	-0.0021
O	5.1893	10.5142	22.154	-0.0027	-0.0129	-0.0055
O	12.9393	-20.5115	29.8017	-0.0135	0.0071	0.0564
O	-30.0593	10.9178	18.2434	0.0004	-0.0002	-0.0015
O	-1.714	4.2036	17.7914	0.003	0	-0.0018
O	22.8653	9.8353	23.6536	-0.0019	-0.0033	-0.008
O	10.9619	-7.4395	22.6965	0.0036	0.0039	-0.0087
O	-4.5648	-4.4555	29.6784	-0.0189	0.0111	-0.0147
O	-21.0246	-8.9277	22.1467	-0.0008	0.003	-0.0003
Si	0.6723	-9.854	18.394	0.0017	-0.0125	-0.0075
Si	2.042	-10.2597	21.1689	-0.0001	0.0033	-0.0022
Si	12.4474	9.8012	17.4202	0.0058	0.0099	-0.0117
Si	22.6613	4.4617	21.3588	-0.0003	-0.0055	-0.0022
Si	21.6821	-3.4542	20.8827	-0.0072	0.0006	-0.0157
Si	2.3738	2.6141	29.6296	-0.0113	-0.0442	-0.0039
Si	5.1441	11.8941	23.0588	-0.0007	-0.0043	0.005
Si	19.4143	12.3624	20.2102	-0.0001	-0.002	0.0128
Si	2.3137	-5.897	20.0784	-0.0007	-0.0006	-0.0038
Si	5.5213	21.2051	26.9997	-0.0023	0.0008	-0.0022
Si	14.5495	8.8552	15.4873	-0.0017	-0.0003	-0.0029
Si	-9.6619	4.2157	27.1263	0.0112	-0.0079	0.0185
Si	-10.9824	-1.8827	22.5746	-0.0022	0.0087	0.0073
Si	18.2355	8.2994	32.582	0.0514	0.0836	0.0457
Si	-7.2485	8.0152	28.5635	-0.0448	0.0359	-0.0108
Si	-25.983	5.383	17.4241	-0.0076	-0.0049	-0.0048
Si	15.9668	7.3297	20.4115	-0.0029	-0.0104	-0.0098
Si	-8.2056	-0.6065	24.8226	0.001	0.0065	0.0098
Si	10.8993	4.4434	25.5453	0.0071	-0.0221	-0.0195
Si	-3.4948	4.4749	27.1395	0.0175	0.0064	0.0477
Si	0.1932	-0.2117	24.9335	-0.0003	0.0007	0.0063
Si	-17.8481	-1.5164	18.3065	-0.0024	0.0002	-0.0079
Si	-6.7389	8.9106	22.4812	0.0002	0.0286	0.0071
Si	-10.251	6.6583	24.5662	-0.0025	0.0066	0.0095
Si	-1.4386	-2.9145	18.4615	0.0028	-0.0032	0.0045
Si	-21.5499	-3.7503	27.5758	-0.0012	0.0075	0.0099
Si	7.0306	7.6209	13.5984	0.006	-0.0123	-0.0108
Si	28.8238	13.8804	10.8604	-0.0025	-0.0076	0.0008
Si	9.8937	-7.9737	18.8318	0.0067	0.0054	-0.0026
Si	1.2334	2.064	12.9685	-0.0249	-0.023	-0.0505
Si	4.713	11.9563	19.4929	-0.0046	0.0016	-0.0007
Si	15.3191	0.2871	13.5811	0.0176	-0.0143	0.0041
Si	16.7593	3.2781	17.7105	-0.0066	0.0014	0.0056
Si	-2.0005	9.985	27.165	-0.0024	0.0056	0.0009
Si	8.0852	1.0301	23.1604	-0.0028	0.002	0.0014
Si	-5.8832	-15.4809	12.0879	0.0057	-0.0169	-0.0121
Si	8.0576	9.1953	10.0407	0.0027	-0.0057	0.0046
Si	-7.3091	13.9161	33.3524	-0.0125	0.0127	-0.0147
Si	-15.0409	10.3912	18.3247	-0.0007	-0.0053	0.0058
O	-0.6203	-0.7184	26.2809	0.0019	-0.0028	-0.0059
O	-16.9778	-20.7618	20.1094	0.0024	0.002	-0.0031
O	4.4309	-24.3066	19.2747	-0.001	-0.0019	0.0074
O	-39.5151	-23.3508	18.8295	0.0054	0.0022	-0.0011
O	2.399	-7.9627	28.0466	0.0023	-0.0004	0.0095
O	-0.9708	-3.0657	14.8044	0.0097	0.0074	0.0138
O	-16.7052	31.4132	25.8971	0.004	-0.0047	-0.0072
O	1.3001	-3.1771	23.3429	-0.0013	-0.0025	-0.0026
O	-19.4668	-0.8475	14.7542	0.0026	0.0009	0.0064
O	2.8832	4.1674	25.8076	-0.0018	-0.0006	-0.0072
O	24.582	7.4744	25.9966	-0.0055	-0.0029	-0.0202
O	-20.3015	6.5699	20.2823	0.0009	0.0028	0.0006
O	-7.6898	-1.8887	23.8699	0.0043	-0.0088	-0.0122
O	15.5146	10.5107	12.1224	-0.0016	-0.0117	-0.0255
O	34.9393	-13.3504	18.2271	-0.0068	-0.0043	0.0002
O	8.174	1.8106	21.728	-0.001	0.0023	-0.0068
O	8.6704	-10.8224	19.7475	-0.0009	-0.0004	-0.0053
O	-22.8622	4.0892	26.7749	-0.0007	0.0012	0.014
O	11.6193	-22.7957	16.0126	-0.0014	0.0004	0.0046
O	-25.6228	-9.0968	24.0483	0.0033	0.0026	-0.0037
O	-2.1776	-6.1269	26.1941	-0.0098	0.0166	-0.0169
O	-2.962	2.2795	15.9409	-0.0042	-0.0011	-0.0019
O	32.4909	21.6336	13.7734	0.0055	0.0005	0.0177
O	2.3888	-34.419	16.9785	0.0012	-0.0021	0.003
O	6.9624	9.2722	13.5009	-0.0073	0.0123	0.0022
O	-7.719	13.1305	30.0676	-0.0166	0.0008	-0.0102
O	3.8777	-14.3757	15.4306	-0.0007	0.0017	0.0014
O	-5.3596	-8.6967	16.997	0.0032	-0.0093	-0.0095
O	3.4013	15.2219	23.3185	0.0036	-0.0048	-0.0154
O	28.1677	-10.7071	31.4713	0.007	-0.0036	-0.0218
O	-2.8885	0.3835	26.8115	-0.0038	0.0071	-0.0085
O	30.3963	-21.0024	12.7555	-0.0002	-0.0033	0.0023
O	0.2686	18.296	28.4093	-0.0057	0.0092	-0.0142
O	-0.0154	5.6882	24.6615	0.0012	0.0145	-0.0119
O	48.4754	37.4836	18.4836	-0.0016	0.0027	0.0001
O	18.1861	1.2092	23.7909	0.0009	-0.0007	-0.0016
O	15.0859	-21.3694	20.4247	0.0059	-0.0006	-0.0025
O	19.9065	26.0532	30.2046	0.0142	0.0061	-0.0403
O	-6.5714	-4.0878	27.5808	0.0038	-0.0177	-0.0005
O	9.6699	-4.5547	29.4851	-0.006	0.003	-0.0041
O	9.3067	9.3223	17.8903	-0.0046	0.0051	-0.0025
O	-12.4615	-9.2422	18.233	-0.0064	0.0044	0.0001
O	5.2872	9.3627	28.3519	0.0117	0.0038	-0.0048
O	-14.9114	-13.7677	24.3692	0.0024	-0.002	-0.0069
O	13.0361	-6.8352	15.8279	-0.0146	0.0035	-0.0381
O	-4.4532	22.0725	15.3581	-0.0081	0.003	0.0035
O	-21.3023	3.9388	30.4493	-0.0088	0.0171	-0.005
O	-6.1297	28.0287	19.9408	-0.0007	0.0015	0.0023
O	14.4034	8.2354	28.0525	-0.0099	0.005	-0.0183
O	-41.5527	-9.475	13.8092	0.0173	0.0041	0.0134
O	-18.4014	-8.6222	22.2158	-0.0015	0.0055	-0.0067
O	-12.6213	14.3888	20.1987	-0.002	-0.0006	-0.0024
O	6.7277	15.9552	26.4244	-0.0287	-0.0075	-0.0182
O	13.3936	10.3947	25.0716	-0.0015	-0.0016	-0.0045
O	13.2422	19.2782	14.6634	0.0031	-0.0004	-0.0015
O	0.9756	4.9363	21.0012	-0.001	-0.0002	-0.0005
O	-3.5254	44.7059	29.3059	0.002	0.0054	-0.0062
O	3.3564	14.9252	20.7533	0.001	-0.0014	0.0009
O	0.0514	1.3875	24.544	0	0.0026	-0.0038
O	-9.3443	0.9972	13.6814	-0.017	0.003	0.0403
O	20.3663	51.7982	21.6898	0.0021	-0.0001	-0.0017
O	-35.0463	8.4118	21.3576	-0.0019	0.0003	-0.0005
O	23.339	-1.0149	13.379	0.0026	0.0012	0.0086
O	7.0387	-7.6992	14.0234	0.0102	0.0044	0.0179
O	-6.2356	28.1813	17.2761	0.0004	-0.0069	0.0079
O	-10.6743	-9.9644	20.0203	-0.0038	0.0042	0.0062
O	-0.3489	1.491	13.0023	0.005	-0.0003	0.0088
O	6.5975	-14.6643	15.1308	-0.0028	0.0007	0.0116
O	0.8156	42.7481	30.8419	-0.0417	0.0026	0.0102
O	19.7349	4.9223	15.993	-0.0006	0.0028	0.0047
O	-12.9919	-5.057	21.342	-0.0024	0.0026	0.0039
O	31.7792	18.1711	13.2584	0.0128	-0.0117	-0.0028
O	-3.6995	2.8537	27.3676	-0.0016	0.0002	-0.0087
O	6.3799	13.3996	31.0026	-0.0104	-0.0116	-0.0078
O	2.1852	16.5973	27.8624	0.006	-0.0109	-0.0008
O	-1.8087	9.9345	28.8119	0.0001	-0.0025	0.0072
O	-36.7084	-4.1717	17.486	0.0011	0.0014	-0.0056
O	8.3187	-8.3391	19.1771	-0.0025	-0.0015	-0.0007

Results
free energy: -181956.679 eV
free energy less fixed offsets of O -568.88, Si -635.61 eV per atom: 13.031 eV

The program warned: the cutoff lies below the one the program advises for these potential files; the forces do not sum to zero within the program's tolerance; the exchange-correlation potential is rough where the density is thin.
